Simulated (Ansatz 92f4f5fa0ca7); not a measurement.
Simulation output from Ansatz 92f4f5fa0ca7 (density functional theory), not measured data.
Periodic cell of 223 atoms, Si131O90P2, from a study of silicon, its oxide and their interface. The atomic structure is a simulated model.

Settings: functional PBE; potential files Ansatz PAW; basis plane waves; wave-function cutoff 700 eV; density cutoff ratio 5; exchange-correlation grid ratio 1; k mesh 2 x 2 x 1, shifted by 0.5 0.5 0.5 of a step; self-consistency stop 5e-08 eV per atom in the density residual; occupations fixed; spin none; net charge 0.

Cell vectors (angstrom)
a 10.938 0 0
b 0 10.938 0
c 0 0 32.1988

Atoms: element, x, y, z (angstrom)
Si 10.5761 0.2062 24.8706
Si 5.7274 10.6584 24.7506
Si 2.4656 2.8975 24.6516
Si 8.4133 2.4449 24.8289
Si 0.2625 5.1483 24.7633
Si 5.1375 5.7277 24.7025
Si 2.9223 7.9876 24.6057
Si 7.9278 8.4143 24.7349
Si 1.3182 1.3647 26.0437
Si 6.8342 1.2951 26.1218
Si 4.0304 4.0888 25.9989
Si 9.5928 4.0453 26.0877
Si 1.3852 6.8125 26.0038
Si 6.7576 6.8342 26.0304
Si 4.09 9.5192 26.0034
Si 9.4553 9.5516 26.1477
Si 2.7238 -0.0178 27.3536
Si 8.1555 -0.029 27.552
Si 0.0007 2.7081 27.488
Si 5.4365 2.7349 27.3693
Si 2.718 5.4575 27.4319
Si 8.1807 5.4625 27.3625
Si -0.0103 8.1744 27.3762
Si 5.4318 8.1877 27.4493
Si 4.0789 1.3599 28.7484
Si 9.5681 1.3491 28.8411
Si 1.3554 4.1045 28.8112
Si 6.8241 4.0927 28.7481
Si 4.0861 6.8125 28.8045
Si 9.5549 6.8199 28.7546
Si 1.364 9.5537 28.7443
Si 6.7816 9.5427 28.848
Si 0.0166 -0.0211 30.1541
Si 5.442 0.0138 30.1598
Si 2.7343 2.7326 30.1461
Si 8.1928 2.7418 30.1508
Si -0.0126 5.475 30.151
Si 5.4757 5.4584 30.1473
Si 2.726 8.2039 30.1442
Si 8.2037 8.19 30.1524
Si 1.3673 1.3673 31.515
Si 6.8362 1.3673 31.515
Si 4.1018 4.1018 31.515
Si 9.5708 4.1018 31.515
Si 1.3673 6.8362 31.515
Si 6.8362 6.8362 31.515
Si 4.1018 9.5708 31.515
Si 9.5708 9.5708 31.515
Si 2.7345 0 0.6835
Si 8.2035 0 0.6835
Si 0 2.7345 0.6835
Si 5.469 2.7345 0.6835
Si 2.7345 5.469 0.6835
Si 8.2035 5.469 0.6835
Si 0 8.2035 0.6835
Si 5.469 8.2035 0.6835
Si 4.1289 1.3603 2.0586
Si 9.563 1.3786 2.0447
Si 1.3692 4.1201 2.0419
Si 6.8323 4.1168 2.0475
Si 4.1042 6.8358 2.0665
Si 9.5787 6.8428 2.0499
Si 1.4121 9.5367 2.0362
Si 6.8223 9.5927 2.045
Si 0.0438 -0.0082 3.3188
Si 5.5055 0.0216 3.4786
Si 2.7966 2.7948 3.369
Si 8.2115 2.7795 3.4205
Si 0.0338 5.5066 3.4293
Si 5.4911 5.4893 3.4274
Si 2.8021 8.2347 3.4749
Si 8.2022 8.2348 3.3742
Si 1.4138 1.3829 4.61
Si 6.9124 1.3981 4.8327
Si 4.1742 4.0894 4.8186
Si 9.5736 4.1551 4.7806
Si 1.4238 6.851 4.8154
Si 6.8216 6.9208 4.7609
Si 4.1841 9.588 4.9042
Si 9.596 9.6162 4.6785
Si 2.7307 0.1031 6.0841
P 8.2628 -0.0304 6.0028
Si 0.0261 2.6771 5.9769
Si 5.4878 2.6969 6.3111
Si 2.8176 5.4903 6.1915
Si 8.1475 5.5265 6.1106
Si -0.0246 8.2067 6.1086
Si 5.6048 8.2577 6.3051
Si 3.7896 1.5802 7.6243
Si 9.7685 1.1225 7.2703
Si 1.5873 3.805 7.29
Si 6.6164 4.4141 7.5164
Si 4.414 6.672 7.5495
Si 9.3016 7.085 7.434
Si 1.0886 9.9038 7.2758
P 7.045 9.3393 8.0323
O 8.3725 8.3977 7.8198
O 2.685 2.7693 7.9839
O 9.516 1.3366 24.2722
O 4.0426 6.8488 24.1337
O -0.0872 0.0055 7.8334
O 5.49 5.5091 8.0622
O 6.841 9.5524 24.204
O 1.3599 4.0441 24.1763
O 3.8274 7.4572 8.903
O 0.6051 4.3852 8.4701
O 9.7533 6.3428 8.8547
O 1.9395 9.3773 8.5774
O 7.4321 3.8831 8.8546
O 4.1966 0.8829 9.0826
O 6.6488 8.7109 9.5108
O 9.021 1.7611 8.5851
O 7.6853 3.1168 23.5221
O 10.4779 5.8129 23.4529
O 5.0727 0.4073 23.4138
O 5.83 5.0517 23.3737
O 3.0832 2.1805 23.2885
O 2.2802 8.6903 23.2355
O 8.5965 7.7227 23.3942
O 0.2171 10.3082 23.5993
Si 4.3622 1.5345 22.4821
Si 3.4062 7.8346 14.1513
Si 7.0795 0.9042 14.6686
Si 0.9238 9.3192 22.538
Si 1.1082 4.2066 11.8453
Si 6.2198 8.9031 15.35
Si 0.6396 1.2659 12.3356
Si 8.5951 4.906 20.5326
Si 0.2408 5.7054 9.3331
Si 5.0596 3.0471 17.9593
Si 0.8401 3.6644 16.7592
Si 10.3447 2.7788 19.2445
Si 5.223 1.0749 10.3622
Si 0.8487 0.1229 19.8629
Si 6.5486 9.2285 11.0678
Si 9.2785 9.6137 18.378
Si 9.3281 9.1025 12.6375
Si 6.5386 3.8075 22.6005
Si 2.3802 8.0448 9.3843
Si 10.5459 7.2896 17.184
Si 2.4379 6.2462 16.7127
Si 10.1423 4.3991 14.1805
Si 6.0957 9.1251 18.5519
Si 7.9 2.4754 9.5271
Si 8.8474 2.0407 12.4363
Si 5.3171 6.1729 18.1095
Si 3.8803 0.4962 19.4972
Si 4.1839 3.6994 12.0928
Si 5.4363 6.4137 12.3991
Si 7.9744 2.4246 17.2217
Si 4.2885 2.3803 15.0103
Si 1.5128 1.1194 15.2935
Si 1.5159 9.3028 12.0863
Si 7.9954 6.7308 13.9426
Si 10.3319 9.7365 15.5503
Si 9.7867 6.9783 22.5592
Si 8.0735 5.411 17.436
O 5.8879 7.8736 11.7473
O 5.991 9.1469 16.9319
O 7.6265 1.2946 13.186
O 0.9028 1.6779 13.8921
O 9.4145 6.1591 16.9287
O 6.6881 5.9776 13.3458
O 5.1245 4.5792 18.6327
O 9.1727 2.0761 18.2977
O 2.3267 0.0459 19.0921
O 9.3494 10.1471 16.8119
O 2.7193 4.2968 11.6615
O 5.0124 10.2528 19.1369
O 9.3675 3.1838 13.4462
O 0.4091 1.7074 19.9739
O 3.1371 1.2036 15.1249
O 8.1168 5.3202 19.0483
O 3.8484 6.5181 17.4835
O 4.4832 3.203 16.4209
O 9.0562 5.5881 14.3839
O 5.4234 2.7208 22.1379
O 10.6464 4.0078 15.6624
O 0.27 3.7933 18.2825
O 10.3932 10.4472 19.2393
O 9.5768 9.8687 14.097
O 10.8855 8.0883 22.1035
O 1.1968 2.0888 16.5596
O 9.6864 3.6904 20.4322
O 8.0956 3.9606 16.7074
O -0.0992 8.9768 11.9747
O 6.5339 2.3205 17.9824
O 5.5387 10.5658 11.1289
O 7.693 9.5564 18.9005
O 9.9942 0.8909 12.1422
O 1.3383 6.8561 9.0594
O 0.5705 4.6911 13.3154
O 5.6865 7.5564 19.0163
O 5.1719 4.9541 11.6504
O 2.5779 7.0286 15.2972
O 0.822 2.6316 11.4702
O 0.7936 10.613 15.5795
O 2.3489 8.4897 10.9442
O 4.6466 2.2909 11.3344
O 4.0859 3.3818 13.7176
O 2.129 4.6459 16.5372
O 10.6983 8.1673 15.8067
O 6.8423 10.2424 14.6844
O 2.3048 8.8493 13.4583
O 8.0215 1.4543 15.9002
O 3.9974 6.7215 13.1133
O 4.1443 1.9494 18.7643
O 7.2553 4.3907 21.2797
O 8.4537 2.7571 11.0298
O 1.1231 6.7922 17.54
O 5.6407 1.5755 14.7785
O 8.0459 9.6435 11.7003
O 9.1913 6.2406 21.2435
O 8.8639 7.566 12.8656
O 1.6008 0.0088 11.9184
O 6.611 6.0853 17.0853
O 7.3699 7.7572 15.0703
O 1.1922 10.2542 21.24
O 9.9256 8.117 18.4358
O 3.9079 0.7959 21.1086
O 0.2739 5.223 10.8756
O 6.6302 1.4833 9.6592
O 4.728 8.617 14.7295

Results
free energy: -135992.482 eV
free energy less fixed offsets of O -569.03, P -756.45, Si -635.61 eV per atom: -1.972 eV

Forces (eV/angstrom), in the order of the atoms: element, x, y, z
Si -0.0228 0.0143 -0.0409
Si 0.0168 -0.0112 -0.0366
Si -0.0145 0.0116 -0.0372
Si 0.0142 -0.0151 -0.0307
Si 0.0064 -0.0201 -0.0346
Si -0.0147 0.0144 -0.0423
Si 0.0134 -0.0106 -0.0413
Si -0.0096 0.019 -0.0348
Si -0.0017 0.0113 0.0076
Si 0.008 -0.0116 -0.0016
Si 0.0018 0.0028 0.0098
Si 0.0044 -0.0083 0.0033
Si 0.0067 0.0018 0.0108
Si 0.0031 0.011 0.0155
Si -0.0001 -0.0057 0.009
Si -0.0136 0.0004 -0.0014
Si 0.0042 -0.0014 0.0038
Si -0.0012 -0.0005 -0.0113
Si 0.0007 0.0019 -0.0148
Si -0.0088 0.0082 -0.0016
Si 0.0035 0.0007 -0.0104
Si 0.0003 0.0012 -0.0043
Si 0.0063 -0.0083 -0.0029
Si 0.0029 0.0085 -0.0127
Si -0.0029 -0.0054 -0.0148
Si -0.0005 0.0039 -0.0185
Si 0.0007 -0.0025 -0.0131
Si 0.0002 -0.0031 -0.0115
Si -0.0042 -0.0009 -0.0101
Si -0.0022 -0.0042 -0.0127
Si -0.0004 -0.0025 -0.014
Si -0.0079 -0.0088 -0.0107
Si 0.006 -0.0117 0.0011
Si -0.0119 0.0178 -0.0103
Si 0.0155 -0.0128 0.0006
Si -0.0149 0.0089 -0.004
Si -0.0122 0.0106 -0.0024
Si 0.0054 -0.0061 -0.0015
Si -0.0062 0.009 -0.0034
Si 0.0154 -0.0112 -0.006
Si 0.0625 -0.0416 0.0423
Si -0.0502 0.0792 -0.003
Si 0.0488 -0.0902 0.0251
Si -0.061 0.0644 0.0244
Si -0.0933 0.0517 -0.0324
Si 0.0716 -0.0881 0.0617
Si -0.1572 0.0352 0.0263
Si 0.0543 -0.0709 0.0453
Si 0.1887 -0.0298 0.0251
Si -0.0635 0.1042 -0.0864
Si -0.0232 0.0538 -0.0289
Si 0.1013 -0.0221 0.0076
Si -0.0156 0.1803 -0.0665
Si 0.0563 0.0194 0.016
Si 0.1265 -0.1032 -0.0454
Si -0.0639 0.0219 0.0272
Si 0.0113 -0.0113 0.0022
Si -0.0089 0.0201 -0.0104
Si -0.0028 0.0085 0.0018
Si 0.0132 -0.005 -0.0162
Si -0.0125 0.0023 -0.0146
Si 0.0044 -0.0049 0.0044
Si 0.0071 0.0026 -0.0099
Si -0.007 0.0114 -0.0064
Si 0.0028 -0.0331 -0.0079
Si -0.0069 -0.0095 0.0077
Si 0.0074 0.001 0.0185
Si -0.0145 0.0039 0.0014
Si -0.0093 -0.0096 0.0138
Si -0.0054 -0.0172 0.0014
Si -0.0108 0.0056 0.0112
Si 0.0011 -0.0011 0.0169
Si 0.0131 0.0001 0.0233
Si -0.0246 0.0466 0.0186
Si -0.0114 -0.0111 0.0026
Si -0.0152 0.0003 0.0121
Si -0.0046 -0.0145 -0.0138
Si 0.0158 -0.0188 0.0166
Si -0.0066 -0.0107 0.0005
Si 0.0538 -0.0365 -0.0004
Si 0.0048 0.018 -0.0089
P -0.162 -0.1168 0.0237
Si 0.0029 -0.0301 0.0088
Si 0.009 0.015 -0.0345
Si 0.0038 -0.0081 0.038
Si 0.0214 -0.0017 -0.0092
Si -0.0001 0.0327 -0.0261
Si 0.1054 0.0929 -0.0378
Si -0.0368 0.0056 0.0424
Si 0.0409 0.0192 0.0696
Si 0.0111 -0.0069 0.0199
Si 0.0015 0.0385 0.0327
Si -0.0232 -0.0492 0.037
Si -0.04 -0.0017 0.0287
Si -0.009 0.0311 0.054
P 0.0697 0.0487 0.0401
O -0.015 -0.005 0.0298
O -0.001 -0.007 0.0154
O -0.0016 -0.0042 -0.0204
O -0.0018 0.0023 -0.0147
O -0.003 -0.0173 -0.0008
O -0.0113 0.004 0.0284
O -0.0024 -0.0034 -0.0199
O -0.0009 -0.0086 -0.0178
O -0.0036 0.0014 -0.0095
O 0.0148 0.0151 -0.0111
O 0.0253 0.0016 -0.0143
O -0.0147 -0.0252 -0.0044
O -0.0142 -0.0183 -0.0058
O 0.002 0.0276 -0.0147
O -0.02 0.0083 0.0124
O -0.0004 0.0108 0.0008
O -0.0096 0.0013 0.0017
O 0.0013 0.0129 0.0031
O -0.0007 0.0076 0.0059
O -0.0022 -0.0096 0.0097
O 0.0147 0.0041 0.0095
O -0.0138 -0.0094 0.013
O 0.0096 -0.0006 0.0096
O 0.0049 -0.0004 0.0098
Si 0.002 0.0018 -0.0004
Si -0.005 -0.0024 0.0018
Si 0.0046 -0.0041 -0.0022
Si -0.0034 0.001 0.0013
Si -0.0044 0.0018 -0.0006
Si 0.0002 -0.0011 -0.0005
Si -0.0012 -0.0041 -0.0065
Si -0.0027 -0.0011 0.0014
Si 0.0013 0.0026 0.0036
Si -0.0047 -0.0022 -0.0019
Si -0.0017 0.0012 0.0038
Si 0.0022 -0.0006 0.0072
Si 0.01 -0.0038 -0.0042
Si 0.0003 0.0056 0.0081
Si 0.005 -0.019 -0.036
Si 0.0024 -0.0023 -0.0025
Si -0.005 -0.0005 -0.0034
Si -0.0001 -0.0041 -0.0001
Si -0.0038 0.0035 -0.0053
Si -0.0071 0.0038 -0.0003
Si -0.0024 -0.0005 -0.0019
Si -0.0029 -0.0009 0.0049
Si 0.0007 -0.0061 -0.0064
Si 0.0036 -0.0111 0.0011
Si -0.0024 -0.0045 -0.0068
Si 0.0015 0.0002 0.0036
Si -0.0102 0.0025 0.011
Si -0.0062 0.0017 0.0055
Si 0.0011 0.0004 0.0043
Si 0.0019 -0.0048 -0.0002
Si -0.0067 0.0031 0.0012
Si 0.0006 -0.004 0.0046
Si 0.0016 -0.0008 0.0001
Si -0.0023 -0.0059 0.0043
Si -0.0022 -0.0015 -0.0018
Si 0.0027 -0.0001 -0.0027
Si -0.0034 -0.0072 0.0031
O -0.0023 -0.0014 0.0093
O 0.0079 -0.0091 0.0067
O 0.0141 0.0021 0.0054
O 0.0059 -0.0208 -0.0033
O -0.0013 0.0025 -0.0009
O 0.0127 0.017 0.0052
O -0.0011 -0.0069 -0.013
O -0.006 0.0281 -0.0048
O 0.0119 0.0051 0.0088
O 0.0166 -0.0198 0.0129
O -0.0035 -0.0017 0.0154
O -0.004 -0.0031 -0.0084
O 0.0039 0.0043 -0.0054
O -0.003 0.0123 -0.014
O 0.0001 0.0196 -0.0019
O 0.0094 -0.0113 -0.009
O -0.0131 -0.0072 -0.0044
O 0.0075 -0.0174 0.0117
O -0.0022 -0.013 -0.002
O -0.0038 -0.0053 0.0166
O 0.0139 -0.0059 0.0018
O -0.0095 -0.0182 -0.0112
O 0.0013 -0.0117 -0.006
O 0.0151 -0.0238 0.0088
O -0.0018 0.0019 0.0185
O -0.0044 0.0061 -0.0201
O -0.0164 0.0082 -0.0243
O -0.0028 -0.015 0.0249
O 0.0126 0.0024 0.0072
O 0.0042 0.0111 -0.0176
O 0.0076 -0.0152 -0.007
O -0.0006 0.0045 -0.0099
O 0.0015 0.0369 0.0162
O -0.0027 -0.0069 0.0203
O -0.005 -0.0197 -0.0033
O -0.0098 0.0008 -0.0131
O -0.0095 -0.0098 -0.0058
O 0.0053 -0.0016 0.0043
O -0.0099 0.0028 0.0148
O -0.0205 0.0026 -0.0055
O -0.0141 0.0006 -0.0077
O 0.0109 0.0034 -0.004
O 0.0003 -0.0179 -0.0105
O -0.016 0.0008 0.004
O -0.0088 0.0146 0.0187
O -0.0108 0.0003 0.0129
O 0.007 -0.006 0.0013
O -0.021 0.0082 0.0028
O 0.0019 0.0168 0.0061
O 0.0105 -0.0039 -0.0042
O 0.0172 0.0006 0.0141
O 0.0004 -0.0212 0.0013
O 0.005 -0.0113 -0.0184
O 0.0029 0.0029 0.0046
O -0.0291 -0.0076 -0.0121
O -0.0027 -0.0159 0.0127
O -0.013 0.013 0.0163
O -0.0213 -0.0061 0.0182
O -0.0007 -0.0009 -0.0022
O -0.0035 0.0066 -0.007
O -0.0139 -0.0137 -0.0014
O -0.002 0.0122 -0.0308
O 0.004 0.0072 -0.0096
O 0.0126 -0.0065 -0.0173
O -0.0061 0.0156 0.0158
O -0.0025 -0.0103 -0.004

The program warned: the cutoff lies below the one the program advises for these potential files; the forces do not sum to zero within the program's tolerance; the exchange-correlation potential is rough where the density is thin.
